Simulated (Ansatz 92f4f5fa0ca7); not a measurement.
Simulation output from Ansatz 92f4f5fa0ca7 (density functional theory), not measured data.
Periodic cell of 240 atoms, Si147O87H6, from a study of silicon, its oxide and their interface. The atomic structure is a simulated model.
Doubt: the cutoff is far below the 930 eV that the study's wrapper takes by default for these files, so forces and energies are approximate.
This geometry differs little from another in the collection (a relaxation step or a small displacement).

Settings: functional PBE; potential files Ansatz PAW; basis plane waves; wave-function cutoff 580 eV; density cutoff ratio 5; exchange-correlation grid ratio 1; k mesh 1 x 1 x 1, Gamma-centred; self-consistency stop 5e-08 eV per atom in the density residual; occupations fixed; spin none; net charge 0.

Cell vectors (angstrom)
a  11.6015  0  0
b  0  10.938  0
c  0  0  32.8616

Atoms: element, x, y, z (angstrom)
Si  -0.0201  -0.1442  24.4187
Si  3.7475  0.0484  24.094
Si  7.6827  0.1696  24.1913
Si  1.8024  1.3334  24.3507
Si  5.7304  1.4463  24.2078
Si  9.7738  1.3185  24.2023
Si  0.1492  5.3989  24.0856
Si  4.2039  5.5713  23.917
Si  7.9219  5.4964  24.2615
Si  2.0977  6.7608  24.0223
Si  6.1068  6.9823  24.0969
Si  9.8597  6.81  24.2128
Si  1.9949  2.799  26.1637
Si  5.7619  2.8037  26.1284
Si  9.6955  2.7274  26.1139
Si  0.0392  4.1065  26.0914
Si  3.9059  4.2391  25.989
Si  7.7604  4.086  26.1336
Si  2.0715  8.0792  26.0704
Si  5.8946  8.2861  26.061
Si  9.7349  8.1676  26.1396
Si  0.109  9.4046  26.2407
Si  3.9133  9.5935  26.046
Si  7.8411  9.6271  26.0729
Si  0.0715  -0.0087  28.0467
Si  3.9112  -0.0062  28.0185
Si  7.781  0.0204  28.0276
Si  1.9979  1.373  28.051
Si  5.8282  1.3769  28.0223
Si  9.7259  1.3535  28.0373
Si  0.0162  5.4766  28.0232
Si  3.9044  5.4852  28.0133
Si  7.733  5.4678  28.0433
Si  1.9734  6.811  28.0484
Si  5.8255  6.8699  27.9961
Si  9.6681  6.8112  28.0537
Si  1.9336  2.7345  29.9623
Si  5.8008  2.7345  29.9623
Si  9.6679  2.7345  29.9623
Si  0  4.1018  29.9623
Si  3.8672  4.1018  29.9623
Si  7.7343  4.1018  29.9623
Si  1.9336  8.2035  29.9623
Si  5.8008  8.2035  29.9623
Si  9.6679  8.2035  29.9623
Si  0  9.5708  29.9623
Si  3.8672  9.5708  29.9623
Si  7.7343  9.5708  29.9623
Si  0  0  31.8959
Si  3.8672  0  31.8959
Si  7.7343  0  31.8959
Si  1.9336  1.3673  31.8959
Si  5.8008  1.3673  31.8959
Si  9.6679  1.3673  31.8959
Si  0  5.469  31.8959
Si  3.8672  5.469  31.8959
Si  7.7343  5.469  31.8959
Si  1.9336  6.8362  31.8959
Si  5.8008  6.8362  31.8959
Si  9.6679  6.8362  31.8959
Si  1.9336  2.7345  0.9679
Si  5.8008  2.7345  0.9679
Si  9.6679  2.7345  0.9679
Si  0  4.1018  0.9679
Si  3.8672  4.1018  0.9679
Si  7.7343  4.1018  0.9679
Si  1.9336  8.2035  0.9679
Si  5.8008  8.2035  0.9679
Si  9.6679  8.2035  0.9679
Si  0  9.5708  0.9679
Si  3.8672  9.5708  0.9679
Si  7.7343  9.5708  0.9679
Si  -0.0408  -0.0103  2.9632
Si  3.8112  -0.0112  2.9324
Si  7.7082  0.0256  2.8479
Si  1.8807  1.3646  2.9552
Si  5.7544  1.3375  2.8563
Si  9.6459  1.3762  2.9143
Si  -0.0213  5.4589  2.901
Si  3.7904  5.4667  2.8907
Si  7.6901  5.4937  2.9061
Si  1.8677  6.863  2.9125
Si  5.7361  6.8269  2.8927
Si  9.6547  6.8316  2.9027
Si  1.8376  2.64  4.9816
Si  5.7443  2.7098  4.7515
Si  9.6164  2.8142  4.8084
Si  -0.0278  4.1137  4.8501
Si  3.7763  4.0267  4.7719
Si  7.6606  4.1121  4.8292
Si  1.8176  8.2404  4.8559
Si  5.7406  8.202  4.8082
Si  9.6444  8.2197  4.8217
Si  -0.0798  9.6895  5.026
Si  3.772  9.5385  4.8767
Si  7.6922  9.5306  4.6983
Si  -0.3236  0.1206  7.1502
Si  3.7402  -0.0836  6.8647
Si  7.715  -0.0068  6.557
Si  1.8426  1.387  7.1498
Si  5.6821  1.204  6.5696
Si  9.4509  1.5675  6.7834
Si  -0.0602  5.5058  6.759
Si  3.8089  5.4728  6.6084
Si  7.6656  5.4476  6.7908
Si  1.8817  6.8208  6.7273
Si  5.7448  6.7937  6.6966
Si  9.5863  6.8204  6.7349
H  5.6698  7.6231  7.9371
H  11.5246  4.6368  7.9844
H  1.9626  7.6535  7.9763
O  10.63  10.136  8.444
O  9.5571  7.7468  8.12
O  5.3081  0.5611  10.1048
O  7.9769  9.9407  7.8844
O  3.8593  4.4634  7.9157
O  4.0016  9.9935  8.2907
O  7.6367  4.5971  8.2296
O  9.1353  2.4071  8.2061
O  2.1302  2.4798  8.4202
H  0.0212  10.0422  23.123
H  9.778  7.6825  22.995
H  7.9259  4.6335  23.0409
O  7.2959  10.3874  22.7499
O  10.2885  2.1711  22.8483
O  3.483  10.0311  22.7396
O  4.6264  4.6392  22.5778
O  6.4202  7.8829  22.7139
O  1.8156  7.9015  22.8288
O  11.6118  4.4711  22.6901
O  5.9765  2.3686  22.8397
O  1.4513  2.2865  23.0255
Si  8.2572  3.4076  9.1585
Si  3.2851  8.4171  11.9956
Si  7.3434  11.8675  18.3877
Si  11.1994  4.4251  15.9958
Si  3.0738  5.5399  11.3228
Si  7.5648  3.915  19.5174
Si  5.6385  6.6545  12.1459
Si  6.945  9.13  21.7965
Si  9.8969  12.5258  13.384
Si  3.9851  3.632  19.3222
Si  2.5982  8.9624  21.8688
Si  10.1749  4.8633  18.7125
Si  4.6243  1.3797  17.2984
Si  4.8482  8.4161  19.9378
Si  7.49  10.9739  13.1571
Si  9.7851  6.2186  13.9326
Si  7.1916  -2.1474  10.9019
Si  0.9586  3.2363  19.459
Si  5.7035  2.314  14.4027
Si  2.232  8.3815  14.7896
Si  4.6731  10.0281  9.7821
Si  10.816  8.6373  15.4253
Si  9.2368  9.2469  8.6686
Si  12.3361  12.7424  14.7691
Si  7.1455  4.8443  13.8816
Si  5.5252  3.5116  21.7898
Si  15.6157  7.7583  17.1361
Si  10.3911  7.816  18.3127
Si  5.7633  6.0515  18.5574
Si  8.7984  0.1286  15.6322
Si  5.5979  2.0636  9.5451
Si  13.1973  0.8145  17.5278
Si  9.2102  4.2666  11.907
Si  3.0971  14.636  13.8813
Si  3.1346  3.6174  9.0856
Si  0.4098  -1.1891  19.7328
Si  9.0547  9.8185  19.8865
Si  13.9038  -5.2383  15.9567
Si  0.0835  2.8674  22.3366
O  7.6652  4.2472  12.443
O  5.129  1.5876  15.7529
O  4.7396  -2.9913  12.566
O  8.3625  8.847  21.0103
O  7.0852  5.1133  18.4881
O  9.2286  -1.9892  18.5106
O  7.0661  2.6258  9.9994
O  9.9943  3.0499  12.6783
O  13.6325  6.7581  14.7324
O  0.7919  9.0027  15.2334
O  7.714  -0.621  14.6521
O  1.0625  2.2114  18.194
O  2.6966  4.7107  12.6761
O  8.6566  9.0438  10.201
O  6.9753  -1.0996  12.1336
O  3.6061  8.0805  20.9378
O  2.5002  7.0895  11.3927
O  10.0636  10.0455  15.7458
O  8.3188  5.7787  14.5443
O  11.4392  12.003  13.6047
O  6.4152  12.1883  13.3851
O  2.4423  3.7761  19.7466
O  9.838  6.4283  18.9099
O  10.1357  7.8106  14.1606
O  0.1236  -2.7009  19.1686
O  5.6646  2.1608  7.9247
O  5.7768  9.5381  20.6956
O  4.645  2.8423  20.5924
O  10.5688  10.32  20.3138
O  3.5096  9.5776  10.8594
O  0.265  2.531  20.7526
O  6.8535  4.0816  20.9867
O  3.2379  -6.4115  15.2976
O  4.5275  5.1371  19.0936
O  7.2903  13.4394  18.7758
O  3.214  0.5891  17.4819
O  12.5408  10.5778  18.4337
O  5.9346  -1.949  9.8626
O  6.6911  3.5768  14.8139
O  9.859  5.718  12.3606
O  8.2269  11.5196  17.0687
O  10.6936  7.6549  16.7273
O  12.5969  -5.9411  16.5934
O  4.1469  19.6617  18.4657
O  13.6011  2.5078  14.0436
O  2.5089  9.0077  13.3051
O  17.0299  -4.0717  17.1507
O  14.5015  6.552  17.2138
O  4.4925  2.9558  13.5291
O  9.196  23.4139  14.8813
O  4.3335  13.7837  17.9469
O  1.5167  9.7553  20.926
O  11.3992  2.9181  15.4784
O  7.0209  7.2388  11.4595
O  12.7565  11.7116  15.9573
O  8.9175  0.594  12.5182
O  2.4012  4.71  10.0746
O  4.3012  2.9358  10.0126
O  10.8937  -5.5821  14.7204
O  9.2501  4.054  10.2965
O  5.9035  5.8367  13.5312
O  4.7169  -5.2277  11.1568
O  3.5113  8.6593  15.8379
O  11.6904  4.5654  19.1696
O  9.1721  4.0406  19.6901
O  17.3843  11.4669  18.0886
O  17.5022  7.1828  19.73
O  10.0361  4.4375  17.1359
O  8.0471  0.1337  19.6217

Results
free energy: -143021.468 eV
free energy less fixed offsets of H -15.97, O -568.88, Si -635.61 eV per atom: 1.582 eV

Forces (eV/angstrom), in the order of the atoms: element, x, y, z
Si  0.0033  -0.0136  -0.0094
Si  -0.0106  -0.0019  -0.0062
Si  -0.0349  -0.0189  -0.0075
Si  -0.0008  0.018  -0.0011
Si  0.0277  0.0098  0.0038
Si  0.0331  0.0035  -0.0087
Si  0.0011  -0.0067  -0.0022
Si  0.0017  -0.0135  -0.0068
Si  -0.0036  -0.0071  -0.0075
Si  -0.0087  0.0128  -0.0099
Si  0.0045  0.0107  -0.0117
Si  -0.0025  0.0121  -0.0129
Si  -0.0022  0.0124  -0.0054
Si  -0.0075  0.0079  -0.0066
Si  0.0037  0.0166  0.0112
Si  0.0018  -0.0155  0.0015
Si  0.0091  -0.015  0.0143
Si  -0.0026  -0.0136  -0.0029
Si  0.0006  0.0123  -0.0003
Si  0.0038  0.0135  0.0033
Si  -0.0004  0.0115  -0.0011
Si  0.0017  -0.0063  -0.0076
Si  -0.0043  -0.0177  0.0118
Si  0.0013  -0.012  0.0005
Si  -0.0019  0.012  -0.0037
Si  -0.0009  0.0082  -0.0086
Si  -0.0038  0.0109  -0.0112
Si  0.0054  -0.0108  -0.0089
Si  -0.0035  -0.0107  -0.0053
Si  -0.0017  -0.0109  -0.0167
Si  0.0024  0.0142  -0.0015
Si  -0.0004  0.006  -0.0143
Si  -0.0013  0.0103  -0.001
Si  0.0071  -0.0086  -0.0099
Si  -0.0017  -0.0108  -0.0041
Si  0.0026  -0.0052  -0.0112
Si  0.0502  0.0791  0.1662
Si  0.0134  -0.0412  0.0488
Si  0.1031  0.0118  -0.0119
Si  0.0103  -0.0228  -0.0615
Si  0.1146  -0.014  -0.1876
Si  -0.086  -0.0541  0.0602
Si  0.0086  0.0416  0.0036
Si  0.0158  0.0534  -0.0922
Si  -0.0203  0.0224  0.0097
Si  0.0817  -0.0355  0.1925
Si  0.0556  -0.0617  -0.0475
Si  -0.0064  0.0651  -0.0699
Si  -0.0105  0.0789  0.0617
Si  -0.0079  0.1079  0.0167
Si  -0.0081  -0.0095  -0.0363
Si  0.0054  -0.0765  0.0619
Si  -0.0032  0.0003  -0.0553
Si  -0.0223  -0.0467  0.026
Si  0.014  0.0573  -0.0103
Si  -0.0066  0.0508  -0.0367
Si  0.0045  0.0164  0.0084
Si  -0.0003  -0.0527  0.005
Si  0.0009  -0.0561  -0.0385
Si  0.002  -0.0129  0.0287
Si  -0.0494  -0.0528  0.2996
Si  -0.0705  0.036  -0.1343
Si  0.0219  0.0309  0.0632
Si  -0.0096  -0.0475  -0.0276
Si  -0.1064  0.0034  -0.1213
Si  -0.002  0.0491  0.1289
Si  -0.0376  0.0477  -0.0306
Si  -0.0854  0.0185  -0.003
Si  0.011  -0.0257  -0.004
Si  -0.0421  0.012  0.3356
Si  -0.0935  -0.0264  0.1372
Si  0.0409  -0.0622  -0.2179
Si  -0.0008  0.0135  0.0119
Si  0.0021  0.0114  0.0119
Si  0.0033  0.0079  0.0099
Si  0.0007  -0.0136  0.0122
Si  0.0024  -0.0127  -0.0006
Si  -0.0034  -0.0053  0.0069
Si  0.0011  0.0097  -0.0064
Si  -0.0016  0.0118  -0.0004
Si  0.002  0.0135  0.0075
Si  -0.0035  -0.0086  0.0037
Si  0.0038  -0.0166  -0.0004
Si  0.0056  -0.0114  -0.0001
Si  -0.0026  0.0084  -0.0141
Si  -0.0053  0.0106  0.002
Si  0.0012  0.0078  -0.0064
Si  -0.0042  -0.0142  0.0043
Si  0.004  -0.0025  0.0017
Si  0.003  -0.0139  -0.0095
Si  0.0152  0.0073  -0.0048
Si  -0.0043  0.0139  0.0073
Si  -0.0122  0.0041  -0.0011
Si  -0.0059  -0.007  -0.0141
Si  -0.0153  -0.0139  -0.0012
Si  0.0096  -0.0064  -0.0089
Si  0.0001  -0.0057  0.0041
Si  0.0077  -0.0216  -0.0114
Si  -0.0043  -0.0289  -0.0018
Si  0.0029  0.0029  0.0047
Si  -0.0018  0.0239  0.0071
Si  -0.0027  0.0226  -0.0011
Si  -0.0105  -0.0147  0.0107
Si  0.0053  -0.001  -0.0167
Si  -0.0068  0.0016  -0.001
Si  0.0036  0.0201  0.0181
Si  -0.0034  0.0104  0.0116
Si  0.002  0.0063  -0.0104
H  0.0022  -0.0059  -0.0121
H  0.0013  0.0015  -0.0093
H  -0.0028  -0.0039  -0.0138
O  0.012  0.0148  -0.0078
O  0.001  -0.0078  0.0079
O  0.0054  0.0084  0.0072
O  0.0026  0.0133  -0.0018
O  0.004  -0.0003  0.0075
O  -0.0026  0.0045  -0.0023
O  0.0026  0.0045  -0.0023
O  0.0063  -0.0063  -0.0024
O  -0.0049  -0.007  -0.0049
H  -0.0017  -0.0013  0.007
H  0.0014  -0.0019  0.0062
H  0.0008  -0.0026  -0.0023
O  0.0029  0.0006  -0.0097
O  -0.0152  -0.003  -0.0155
O  0.0053  0.0072  -0.0069
O  -0.0047  0.0135  0.001
O  -0.0054  -0.017  0.0032
O  0.004  -0.0071  -0.0062
O  0.0019  0.0114  -0.011
O  -0.0022  -0.0089  -0.0047
O  0.0101  -0.0038  -0.0117
Si  -0.0024  -0.0067  0.013
Si  -0.0085  0.01  -0.0005
Si  -0.002  -0.0036  -0.0092
Si  0.0109  -0.0097  -0.015
Si  -0.0067  -0.007  0.0012
Si  -0.0002  -0.0031  0.0113
Si  0.0011  -0.0009  -0.0041
Si  0.0101  0.0128  0.0062
Si  0.0074  -0.0021  -0.0013
Si  0.0061  -0.0025  0.0094
Si  -0.0049  -0.0058  0.001
Si  0.0058  -0.0054  -0.0053
Si  0.0013  -0.0086  -0.0116
Si  0.0002  0.0062  0.0126
Si  0.0074  0.0032  -0.0046
Si  0.0061  0.0052  -0.0024
Si  0.0056  0.0104  -0.014
Si  -0.0046  -0.0084  0.0098
Si  0.0009  -0.004  -0.0119
Si  -0.0089  0.0048  -0.0026
Si  -0.0012  -0.0057  -0.0034
Si  0.0064  0.013  -0.0147
Si  -0.0158  -0.0058  0.0006
Si  0.0021  -0.0046  -0.0121
Si  0.0086  -0.0045  -0.0045
Si  -0.0007  -0.0077  -0.0071
Si  -0.0079  -0.001  -0.0139
Si  0.0034  0.0057  -0.0111
Si  -0.0067  0.0047  -0.0052
Si  0.0092  0.001  -0.019
Si  0.0003  -0.0062  -0.0056
Si  0.0002  -0.0059  -0.0148
Si  0.0094  -0.0078  -0.0037
Si  -0.0026  -0.0134  -0.0039
Si  0.005  -0.0009  0.0096
Si  0.0062  0.0066  0.0068
Si  0.0007  -0.0021  0.0139
Si  0.0001  0.0032  -0.0127
Si  0.0077  -0.0037  -0.0026
O  -0.0027  -0.0007  0.0024
O  0.0006  -0.0006  0.0007
O  0.0044  -0.0037  -0.0021
O  -0.0044  -0.0009  -0.0102
O  0.0038  0.0001  -0.0038
O  0.0017  0.0009  -0.0035
O  0.0028  0.0036  0.0037
O  -0.0048  0.0044  -0.0041
O  0.0037  -0.0017  0.0018
O  0.0023  -0.0043  -0.0001
O  -0.0037  -0.0026  -0.0027
O  0.0015  0.0011  -0.005
O  0.001  0.0078  -0.0058
O  0.0024  -0.0034  0.0043
O  -0.0008  -0.0081  -0.0036
O  -0.0011  0.0044  -0.0109
O  0.0033  -0.0013  -0.0026
O  -0.0021  -0.0011  0.002
O  0  -0.0043  -0.0025
O  -0.003  -0.0001  -0.0016
O  -0.003  0.0027  0.001
O  0.0022  0.0024  -0.0076
O  -0.0025  -0.0033  -0.0018
O  -0.0011  -0.0043  -0.0005
O  0.0003  -0.0046  -0.0024
O  0.0045  -0.0023  0.0045
O  0.0028  -0.0077  -0.0137
O  0.0083  0.007  -0.0051
O  0.0022  -0.0019  -0.0125
O  -0.0011  -0.0025  0.0029
O  -0.0022  0.0002  0.0002
O  -0.0027  -0.0023  -0.0107
O  0.0047  -0.0034  -0.0026
O  0.004  -0.0005  -0.0062
O  0  0.0011  -0.0053
O  0.0027  -0.0034  -0.0003
O  -0.002  -0.0045  -0.0026
O  0.0022  -0.0005  0.0056
O  0.0018  0.0005  -0.0009
O  -0.0029  -0.0014  -0.0058
O  -0.0029  0.0021  0.0093
O  -0.002  -0.0056  0.0078
O  -0.0038  -0.003  0.0014
O  0.0025  0.0026  0.0021
O  0.0047  0.005  -0.001
O  0.0061  -0.0022  -0.0094
O  0.0115  -0.0071  0.0012
O  0.0007  -0.0001  0.0015
O  0.0036  0.0013  0.0026
O  -0.0022  -0.0021  0.0028
O  0.0016  0.0055  0
O  0.0023  -0.008  -0.0058
O  0.0009  0.0032  0.0012
O  0.0031  -0.0025  0.0021
O  0.0018  -0.0008  0.0077
O  -0.0022  -0.0035  -0.0058
O  0.0037  -0.004  -0.0005
O  -0.0022  0.0015  0.0018
O  -0.0051  0.0074  -0.0029
O  -0.0037  -0.0005  -0.0019
O  -0.0058  0.0005  -0.0021
O  0.0027  -0.0017  -0.004
O  0.0042  -0.0002  -0.0009
O  -0.0031  0.0042  -0.0068
O  -0.0019  0.0014  -0.012
O  0.0019  -0.001  -0.0014
O  0.0056  -0.0015  -0.0075
O  -0.0051  0.0015  0.008
O  0.0005  0.0004  -0.007

The program warned: the cutoff lies below the one the program advises for these potential files; the exchange-correlation potential is rough where the density is thin.
